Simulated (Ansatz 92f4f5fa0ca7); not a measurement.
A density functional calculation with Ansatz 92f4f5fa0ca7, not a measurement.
Periodic cell of 220 atoms, Si132O88, from a study of silicon, its oxide and their interface. The atomic structure is a simulated model.
This geometry differs little from another in the collection (a relaxation step or a small displacement).

Settings
functional: r2SCAN
potential files: Ansatz PAW
basis: plane waves
wave-function cutoff: 800 eV
density cutoff ratio: 5
exchange-correlation grid ratio: 1
k mesh: 1 x 1 x 1, shifted by 0.5 0.5 0 of a step
self-consistency stop: 1e-10 eV per atom in the density residual
occupations: fixed
spin: none
net charge: 0

Cell vectors (angstrom)
a 10.88 0 0
b 0 10.88 0
c 0 0 32.0278

Atoms and the computed forces on them: element, x, y, z (angstrom), force x, y, z (eV/angstrom)
Si -0.1423 -0.0574 0.2741 0.0007 -0.0002 -0.0019
Si 2.3234 3.5512 -0.1211 -0.016 -0.0005 -0.0045
Si 0.549 5.1451 0.222 0.0022 -0.0016 0.0025
Si 2.176 8.7857 -0.1732 0.003 -0.0017 -0.0017
Si 5.9033 -0.1524 -0.2983 -0.0012 0.0027 -0.0028
Si 8.5957 2.1693 -0.1393 0.0003 -0.0001 0.0027
Si 5.4599 5.6206 -0.1359 0.0002 -0.0007 0.002
Si 7.841 8.2414 -0.0525 -0.0021 -0.001 0.0003
Si 1.2517 1.3072 1.4692 -0.0057 0.0023 -0.0032
Si 4.2037 4.1271 1.1586 0.0005 0.003 0.0041
Si 1.4288 6.9904 1.3072 -0.0009 -0.0001 0.0018
Si 4.0395 9.7371 0.9857 0.0009 0.0011 0.0021
Si 6.9461 1.2591 1.2722 -0.0028 -0.0017 0.0001
Si 9.5434 4.0309 1.0797 0.0013 0.0005 -0.001
Si 6.6669 6.8779 1.3784 0.0002 -0.0012 -0.0009
Si 9.3796 9.3544 1.3523 -0.001 0.0008 0
Si -0.0448 2.8176 2.6665 0 -0.0002 -0.0003
Si 2.7867 0.0374 2.6373 -0.0001 0.0013 0.0005
Si -0.0368 8.128 2.6966 0.0023 0.0011 -0.0012
Si 2.8594 5.5761 2.5668 -0.0008 0.0026 -0.001
Si 5.484 2.6704 2.5082 0.0004 0.0012 0.001
Si 8.1575 -0.0664 2.7271 0.002 -0.0001 0.0005
Si 5.2905 8.3242 2.5615 -0.0012 -0.0006 -0.0012
Si 8.1437 5.4046 2.4974 -0.0017 0.0006 -0.0014
Si 1.4012 4.2011 3.9064 -0.0004 0.0001 -0.0001
Si 4.125 1.3977 3.9639 0.0006 -0.0007 0.0009
Si 1.3678 9.54 3.9641 -0.0008 0.0001 0.0004
Si 4.087 6.9046 4.0015 0.0005 0.0003 0.0005
Si 6.7979 4.0625 3.8934 -0.0005 -0.0004 0.0001
Si 9.5215 1.3752 3.9996 0.0006 -0.0003 0.0005
Si 6.7143 9.5366 4.008 0.0008 0.0002 0.0002
Si 9.473 6.7349 3.9586 -0.0005 0.0014 -0.0002
Si 0.0186 0.0286 5.3206 0.0008 0.0007 -0.0004
Si 2.7259 2.7787 5.2579 0.0008 0.0005 0.0007
Si -0.0069 5.4547 5.3299 0.0006 -0.0008 0.0002
Si 2.6822 8.185 5.3677 0.0008 0.0004 -0.0002
Si 5.4171 0.0358 5.3761 -0.0009 -0.0004 0.0001
Si 8.1295 2.7265 5.3242 -0.0001 -0.0002 0.0001
Si 5.4546 5.4652 5.2601 0.0006 0.0001 -0.0003
Si 8.1123 8.1332 5.2901 0.0002 -0.0006 -0.0007
Si 1.3739 1.4095 6.6388 0.0006 -0.0004 0.0004
Si 4.0681 4.1275 6.6308 0.0002 0.0007 0
Si 1.3099 6.8293 6.707 -0.0006 0.0008 -0.0002
Si 4.0489 9.5484 6.7123 0.0006 0 -0.0001
Si 6.7844 1.3814 6.7167 0.0002 0.0005 -0.0001
Si 9.5112 4.0773 6.6764 0.0009 -0.0008 -0.0002
Si 6.7824 6.7855 6.6599 0.0001 -0.0001 0.0007
Si 9.499 9.5221 6.6263 0 0.0003 0.0004
Si 0.0007 2.7173 8.0225 0.0006 0.0003 -0.0001
Si 2.6776 0.0432 8.0303 -0.0002 0 0.0003
Si -0.0433 8.2068 8.0471 0.0004 0.0005 0.0002
Si 2.6762 5.4362 8.0139 0 -0.0002 -0.0007
Si 5.398 2.7633 8.0208 -0.0006 -0.0004 0
Si 8.1611 -0.0169 8.024 -0.0001 -0.0001 0
Si 5.4303 8.1475 8.0191 0 -0.0002 0
Si 8.1355 5.451 8.0171 -0.0001 -0.0003 -0.0001
Si 1.3252 4.0813 9.4071 0.0005 -0.0002 0.0006
Si 4.0175 1.4089 9.3694 0.001 0.0009 0.0002
Si 1.3174 9.5824 9.4107 -0.0007 0.0007 -0.0003
Si 4.0307 6.8007 9.3436 0 -0.0001 -0.0002
Si 6.7794 4.0925 9.3782 -0.0002 -0.0001 0.0008
Si 9.5467 1.3292 9.3721 0.001 0.0002 0.0001
Si 6.8064 9.4908 9.3846 0.0007 -0.0003 0.0004
Si 9.4587 6.8382 9.3685 0 0.0003 0
Si -0.0232 0.0251 10.8501 0.0009 -0.0003 -0.0001
Si 2.6446 2.6954 10.8025 -0.001 -0.0002 0.0003
Si -0.0876 5.4669 10.6923 0.0007 -0.0002 0
Si 2.6941 8.1813 10.6946 0 -0.001 -0.0007
Si 5.3973 0.0095 10.6264 -0.0008 0.0003 0.0002
Si 8.1759 2.697 10.6729 0.0002 -0.0004 -0.0003
Si 5.3592 5.4317 10.7013 0.0004 0.0003 -0.0006
Si 8.1521 8.1524 10.8199 -0.0002 0.0006 0.0002
Si 1.2936 1.3933 12.2838 0.0006 -0.0004 -0.002
Si 4.0411 4.0546 12.091 -0.0007 0.0003 0.0005
Si 1.2669 6.8455 11.9938 0.0016 0.0009 -0.0006
Si 4.0768 9.5606 12.0167 0.0009 0.0002 -0.0032
Si 6.8028 1.3063 11.9462 0.0005 -0.0004 -0.0012
Si 9.4775 4.0769 12.0675 -0.0007 0.0002 0.0015
Si 6.7021 6.7619 12.0658 0.0006 0.0004 -0.0016
Si 9.513 9.5381 12.2327 -0.0008 -0.0001 -0.0002
Si -0.1016 2.8483 13.6298 0.0005 -0.0009 -0.0021
Si 2.7714 -0.0255 13.4963 -0.0017 0.0008 -0.0006
Si 0.1193 8.2292 13.5386 -0.0007 -0.0001 -0.0004
Si 2.6037 5.4674 13.2858 0.001 -0.0022 -0.0003
Si 5.5004 2.6472 13.3212 0.001 0.0015 0.0012
Si 8.0865 0.0716 13.4825 0.0006 -0.0014 -0.0006
Si 5.4797 8.2602 13.389 -0.0011 -0.0014 0
Si 7.908 5.2407 13.3924 -0.0054 0.001 0.0009
Si 1.1669 4.4727 14.8688 -0.0004 0.0038 -0.002
Si 4.4523 1.0866 14.6529 0.0002 0.001 0.0027
Si 1.7894 9.2172 14.8558 0.0013 -0.0012 0.0051
Si 3.8654 7.004 14.4392 0.0029 0.0025 0.0038
Si 7.005 3.5968 14.8327 -0.003 0.0001 -0.0034
Si 8.9078 1.8853 14.75 0.0009 0.0022 0.0037
Si 6.6182 9.7349 14.9002 0.0011 0.0011 0.0011
Si 10.0049 6.824 15.0871 -0.0011 0.0031 0.0005
Si 5.5647 5.5821 16.6559 0.0029 0.0005 -0.0037
Si 9.4835 11.9498 17.7143 0.0026 -0.0019 -0.003
Si 3.4436 6.1144 19.0767 0.0005 0.0004 -0.0054
Si 21.1882 3.3578 21.8473 -0.001 0.0033 -0.0049
Si 14.6681 -9.8155 18.7966 0 -0.0013 -0.0041
Si 19.5436 3.4653 19.2076 -0.0001 0.0002 -0.0056
Si 1.3165 0.0624 17.3611 -0.001 -0.0016 -0.0033
Si 13.4967 13.4208 16.7074 0.0011 -0.0012 -0.0049
Si 9.3124 -5.4866 23.8314 -0.0006 0.0003 -0.0048
Si 17.4168 0.0491 23.8661 -0.0019 0.0022 -0.0036
Si 11.9377 18.0815 20.3153 -0.0017 -0.0015 -0.0054
Si 8.8359 -4.39 19.5389 -0.0004 0.0013 -0.005
Si 7.9039 -3.1319 17.0235 0.0008 0.0006 -0.0021
Si 4.4601 4.3912 22.8616 -0.0018 0.0011 -0.0055
Si 5.1657 10.8645 21.0773 0.0002 0.0005 -0.0076
Si 5.5763 3.7174 27.2394 0.0015 0.0024 -0.0033
Si 16.1057 8.6665 25.385 -0.0016 -0.0016 -0.0049
Si 9.8497 4.0928 28.4578 0.0006 -0.0034 -0.0049
Si -4.1069 1.1865 18.9621 -0.0003 0.0006 -0.0039
Si 4.6435 7.8694 21.3723 0.0011 0.0017 -0.0039
Si 1.5272 4.9936 29.5631 -0.0045 -0.0017 -0.0014
Si 6.9545 6.2578 22.1451 0.0012 -0.0004 -0.0042
Si 15.5467 2.0781 24.9408 0.0022 0.0011 -0.0033
Si 3.3199 6.9412 23.8973 0.0011 -0.0034 -0.0041
Si 11.2118 7.595 24.7136 -0.0004 -0.0018 -0.0038
Si 12.986 4.4893 20.94 -0.0011 0.0004 -0.0038
Si 19.2661 3.5834 26.0139 0.0012 0.0013 -0.0017
Si 9.6588 11.4525 23.2324 -0.0006 0.0017 -0.0051
Si 9.1166 12.1787 27.6676 -0.0008 0.0021 -0.0018
Si -0.023 10.3151 25.9789 -0.0006 -0.0018 -0.004
Si 3.5453 7.055 29.8567 0.0049 0.0005 0.0008
Si 6.772 1.7261 29.4603 0 -0.0006 -0.0031
Si 11.6472 9.4203 22.4462 0.0002 0.0004 -0.0051
Si 5.7424 6.7939 27.8438 -0.0018 -0.0055 0.0018
Si 13.5841 -0.297 24.8081 -0.0008 -0.0008 -0.0036
Si 7.8052 5.9864 29.8963 0.0022 0.0019 -0.0045
O 2.5796 6.0733 -3.0218 0.0047 -0.0011 0.0075
O 0.9687 -1.0157 -0.5268 0 0.0003 0.0026
O 2.0072 1.9789 0.1442 0.011 -0.0053 0.0054
O 2.3781 3.7923 -1.7539 -0.0044 -0.0079 -0.0019
O 0.5516 5.665 -1.3552 0.0025 -0.0022 0.0013
O 2.6793 8.3082 -1.6538 -0.0044 -0.0028 -0.0003
O 3.4261 3.9513 -10.3227 0.0016 0.0029 0.0018
O 5.7884 0.7189 -1.7201 0.0013 -0.0012 -0.0005
O 18.8929 -4.6264 -8.6537 0.0014 0.0008 0.0032
O 9.7612 1.0419 -0.5386 0.0009 -0.0006 0.001
O 7.7279 2.4909 -1.493 0.0021 -0.0006 0.0008
O 4.1661 6.3392 -0.8534 0.0127 0.0129 -0.0054
O 6.5867 5.2653 -1.2968 -0.0021 -0.0053 0.0027
O 9.2289 4.4975 -4.9915 -0.0023 -0.0006 0.002
O 8.3759 7.2551 -1.268 0.0013 0.0002 0.0002
O 2.0336 3.9451 16.1744 -0.0025 0.0002 -0.0006
O 7.8837 6.2285 20.822 -0.0014 -0.0012 0.0034
O 3.8706 2.0491 15.828 0.001 0.0036 0.0028
O 14.3939 5.356 23.7552 0.0001 -0.003 0.0059
O 2.8681 8.0361 15.2476 0.0005 0.001 -0.005
O 13.0199 -3.7213 19.0529 -0.0015 -0.0005 0.0025
O -0.8122 2.1003 22.8472 0 -0.0017 0.0027
O 4.6638 5.9787 15.3992 0.0013 -0.0086 0.0015
O 20.0322 3.2724 20.73 0.0059 -0.0062 0.0028
O 8.6618 6.2898 14.388 0.0063 -0.001 0
O 9.4001 1.1181 16.1125 0.0011 -0.0016 0.0011
O 12.3037 12.3372 16.5274 0.0036 -0.0028 -0.0026
O 5.48 10.8568 15.3245 0.0007 -0.0027 -0.0021
O 9.404 7.5038 16.4344 -0.0015 -0.0004 0.0001
O 15.5531 7.3495 24.6592 -0.0001 0.0032 -0.0002
O 2.6801 -0.0457 18.276 0.002 0.0007 0.0028
O 4.4135 6.7512 20.2244 0.0014 0.0023 0.0025
O 16.9621 7.6194 22.0831 0.0003 0.0013 -0.0015
O 6.2657 4.1451 16.2502 0.0025 0.0007 0.003
O 12.1158 -1.1534 16.3081 0 0 0.0032
O 7.2756 9.0706 16.2735 0.0014 0.0019 0.002
O 19.649 5.0302 18.7766 0 -0.0001 0.0031
O 6.5648 0.4433 20.3904 -0.0015 -0.0064 0.001
O 8.1845 -3.1898 18.6345 0 -0.002 0.0038
O 11.7866 14.2884 21.1474 0.0005 -0.001 0.0031
O 17.6801 -4.2855 16.8069 -0.0021 0.0027 -0.002
O 16.308 0.0956 22.6636 0.0034 0.003 0.0037
O 10.7674 11.0385 18.1501 0.0003 0.0035 0.0019
O 23.2898 -4.8953 21.3263 -0.0017 -0.0007 0.001
O 8.035 0.3319 23.2848 -0.0007 -0.0008 0.001
O 14.8655 0.9198 20.414 0.0026 0.0023 0.0036
O 6.0191 1.1619 24.9366 -0.001 0.0002 0.003
O 15.3744 2.8586 26.3697 -0.0032 0.001 0.0025
O 3.1523 13.3419 18.2454 -0.0001 -0.0009 0.002
O -1.2327 13.4748 18.2525 -0.0045 0.0035 -0.0035
O -7.5274 1.1772 24.6269 -0.0018 -0.0003 0.0014
O 8.7655 4.0607 24.5492 -0.0002 -0.0005 0.0003
O 13.5689 4.7215 19.4425 0.0007 -0.0021 0.0037
O 8.7299 -8.8576 26.2604 0.0021 -0.001 0.0012
O 8.0613 11.3652 18.2568 -0.0004 0.0012 0.0018
O 0.008 8.2652 23.2867 -0.0012 -0.0002 0.002
O -0.377 10.5466 22.1587 -0.0002 0.0004 0.0015
O 1.1738 8.6686 21.0494 -0.0003 0.0024 0.0024
O 10.1545 -6.0935 22.5961 -0.0049 0.0008 -0.0021
O 5.8461 5.0581 22.2993 -0.0015 0 0.0015
O 11.0161 5.6022 15.4702 0.0028 0.0005 -0.0003
O 26.4589 9.3491 20.7366 -0.0038 0.0002 0.0034
O 14.7837 9.643 25.4102 -0.0008 0.0013 0.0018
O 17.7123 3.8437 26.2468 -0.002 -0.0005 0.0021
O 10.0831 10.9174 27.2918 0.0003 0.0005 0.0022
O -5.55 0.9726 18.2125 -0.0008 0.0018 0.0018
O -1.0694 2.4631 28.587 -0.0006 -0.0016 0.0006
O -3.7045 2.775 19.1011 0.0008 0.0016 0.0034
O 0.5364 4.4836 28.4127 -0.0001 0.0045 -0.0006
O 12.4347 10.693 25.9524 -0.0008 -0.0021 0.0021
O -3.6723 6.5547 28.4978 -0.0036 0.0006 0.0069
O 1.9371 7.2529 24.6972 -0.0022 0.0017 0.0022
O 10.3835 6.8965 19.8857 0.0014 0.0016 0.0011
O 1.9886 10.0496 23.3982 0.002 0.0005 0.0028
O 10.2798 6.2747 24.7929 0.0011 -0.0006 0.0008
O 5.8488 7.9709 26.7209 0.004 -0.0012 0.0005
O 6.4138 -1.3946 24.6255 -0.001 -0.0016 0.0002
O 5.1547 5.2812 27.5137 0.0039 0.0001 0.0024
O 15.373 16.6082 17.8867 -0.0025 0.0009 0.0008
O 5.9612 2.859 28.5894 0.0002 0.0001 0.0032
O 15.6368 7.4952 28.9174 -0.0079 0.0035 -0.0128
O 7.7524 0.8716 28.4575 -0.0006 0.0005 0.0003
O 8.9774 4.901 29.5789 -0.0029 0.0008 0.0016
O 15.754 14.0032 23.7372 -0.0005 -0.0023 -0.0007
O 10.1881 11.0116 24.6887 0.0005 -0.0003 0.0024
O -0.0712 8.6768 25.8734 -0.0032 0.0002 0.002
O 3.4476 7.7212 22.4685 -0.0022 -0.0066 0.001
O 6.863 9.4281 31.3647 -0.0022 -0.0023 0.0037

Results
free energy: -134618.881 eV
free energy less fixed offsets of O -570.45, Si -639.56 eV per atom: 2.639 eV

The program warned: the cutoff lies below the one the program advises for these potential files; the forces do not sum to zero within the program's tolerance; empty levels may hold ghost states of the PAW files; the exchange-correlation potential is rough where the density is thin.
